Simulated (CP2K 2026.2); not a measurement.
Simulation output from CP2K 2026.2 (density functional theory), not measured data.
Periodic cell of 534 atoms, Si358O176, from a study of silicon, its oxide and their interface. The atomic structure is a simulated model.
Doubt: the forces sum to 3.39 eV/angstrom along one axis rather than to zero, so they err by at least 0.0063 eV/angstrom per atom on average; the grid cutoff is modest.

Settings
functional: PBE
method: Gaussian and plane waves
basis set: DZVP-MOLOPT-SR-GTH
pseudopotentials: GTH-PBE
grid cutoff: 350 Ry, relative cutoff 50 Ry
k points: Gamma only
occupations: fixed
spin: none
net charge: 0

Cell vectors (angstrom)
a 16.4025 0 0
b 0 16.4025 0
c 0 0 35.5092

Atoms and the computed forces on them: element, x, y, z (angstrom), force x, y, z (eV/angstrom)
Si 15.636 16.025 34.065 -0.158 0.461 0.512
Si 1.914 2.752 35.376 -0.04 -0.247 0.179
Si 0.074 5.367 0.169 -0.055 0.029 -0.109
Si 2.565 8.891 35.429 -0.131 0.059 0.18
Si 0.323 10.982 0.453 -0.022 0.158 -0.244
Si 3.216 13.248 0.175 -0.095 0.109 -0.352
Si 5.61 0.276 0.039 0.098 -0.206 0.25
Si 8.241 2.894 0.532 0.073 0.019 -0.403
Si 5.846 5 0.02 0.236 -0.138 -0.18
Si 8.772 7.426 0.065 0.378 -0.028 -0.351
Si 5.533 11.111 0.154 0.156 0.069 0.002
Si 8.569 13.123 35.434 -0.512 0.29 0.6
Si 10.33 0.624 35.347 -0.028 0.064 0.074
Si 13.053 3.116 35.134 -0.175 0.052 0.197
Si 11.151 5.355 0.52 -0.066 0.064 -0.423
Si 14.501 7.796 35.371 0.009 0.112 0.21
Si 11.198 11.292 35.475 0.195 0.051 -0.011
Si 15.061 13.458 0.831 0.586 -0.417 -0.082
Si 1.001 1.116 1.48 0.221 -0.083 -0.17
Si 4.015 3.854 1.135 -0.215 0.045 0.013
Si 1.572 6.876 1.212 0.057 0.281 -0.211
Si 4.248 9.578 1.435 -0.02 0.088 -0.199
Si 1.731 12.257 1.722 0.18 -0.084 -0.05
Si 4.18 15.125 1.274 0.164 -0.012 -0.205
Si 6.915 1.355 1.639 -0.215 0.066 -0.127
Si 9.709 4.103 1.816 -0.003 -0.025 0.032
Si 6.936 6.663 1.373 -0.014 -0.025 0.081
Si 9.86 9.432 1.08 0.003 -0.014 0.013
Si 6.993 12.304 1.51 0.016 -0.085 -0.475
Si 9.562 15.113 1.121 -0.153 -0.113 -0.565
Si 12.197 1.468 1.143 -0.174 0.011 -0.275
Si 14.902 4.02 1.255 -0.045 -0.063 -0.362
Si 12.67 6.88 1.347 0.23 0.013 -0.22
Si 15.273 9.452 1.468 -0.034 -0.146 -0.324
Si 12.85 12.439 1.358 -0.26 -0.059 0.002
Si 15.583 15.813 0.89 -0.222 0.365 -0.38
Si 16.281 2.723 2.735 -0.149 -0.039 0.17
Si 2.698 16.351 2.685 0.027 0.143 -0.01
Si 0.227 8.101 2.78 0.097 0.001 0.112
Si 2.88 5.434 2.589 0.065 -0.065 -0.14
Si 0.092 13.498 2.798 -0.247 -0.366 0.125
Si 3.014 10.84 2.974 0.069 0.075 0.156
Si 5.367 2.676 2.768 -0.102 0.075 0.05
Si 8.297 16.295 2.78 0.079 -0.122 0.063
Si 5.592 8.115 2.687 0.064 -0.043 0.03
Si 8.22 5.459 2.928 -0.044 0.034 0.283
Si 5.571 13.754 2.744 0.009 0.014 -0.031
Si 8.419 10.784 2.595 0.069 0.006 0.252
Si 11.074 2.622 2.886 -0.01 -0.018 0.18
Si 13.759 0.106 2.408 -0.012 0.017 -0.045
Si 11.155 8.185 2.649 -0.15 0.028 -0.048
Si 13.797 5.431 2.782 0.002 -0.056 0.058
Si 11.135 13.756 2.498 0 0.02 0.269
Si 13.808 10.813 2.77 0.064 0.024 0.059
Si 1.396 4.116 3.986 0.069 -0.051 -0.099
Si 4.042 1.293 4.121 0.096 0.024 0.019
Si 1.512 9.499 4.195 0.037 -0.135 -0.003
Si 4.205 6.761 4.064 -0.006 -0.073 -0.028
Si 1.377 15.003 4.103 -0.17 0.093 -0.026
Si 4.284 12.351 4.197 -0.089 -0.034 -0.044
Si 6.801 4.028 4.159 -0.002 0.013 -0.071
Si 9.648 1.261 4.158 0.16 -0.058 0.002
Si 6.971 9.517 4.044 0.094 0.059 -0.137
Si 9.708 6.863 4.098 -0.151 0.035 -0.011
Si 6.925 15.01 4.174 -0.054 0.008 -0.006
Si 9.752 12.283 3.94 -0.028 -0.017 -0.276
Si 12.399 4.093 4.167 0.008 -0.06 -0.029
Si 14.949 1.352 4.084 0.155 0.141 -0.073
Si 12.39 9.527 4.124 -0.023 0.02 0.059
Si 15.189 6.773 4.133 0.037 0.004 0.005
Si 12.469 15.084 3.951 -0.092 -0.138 -0.27
Si 15.15 12.163 4.177 0.232 -0.165 0.165
Si 0.01 16.378 10.943 -0.014 0.021 0.001
Si 2.752 2.703 10.956 0.007 0.002 0.009
Si 0.001 5.432 10.974 -0.018 -0.003 0.009
Si 2.747 8.168 10.966 -0.032 0.036 -0.001
Si 0.001 10.908 10.924 -0.015 0.051 -0.007
Si 2.746 13.647 10.903 0.01 0.025 -0.006
Si 5.472 16.384 10.91 -0.023 0.023 0.001
Si 8.195 2.71 10.913 -0.04 -0.005 -0.005
Si 5.483 5.438 10.949 -0.004 0.029 0.012
Si 8.206 8.158 10.943 0.012 0.031 0.005
Si 5.48 10.904 10.951 -0.011 0.026 0.01
Si 8.208 13.643 10.939 0.001 -0.009 0.004
Si 10.932 16.38 10.944 -0.018 0.01 0.005
Si 13.66 2.706 10.952 -0.022 0.006 0.001
Si 10.923 5.448 10.926 0.005 0.039 -0.001
Si 13.658 8.178 10.929 0.021 0.015 -0.007
Si 10.93 10.898 10.94 0.018 0.029 0.01
Si 13.676 13.633 10.94 0.014 -0.009 -0.003
Si 1.372 1.345 12.311 0.012 0.02 -0.008
Si 4.111 4.079 12.319 -0.016 0.003 -0.009
Si 1.358 6.81 12.337 -0.02 -0.033 -0.003
Si 4.101 9.548 12.334 0.025 -0.006 0.013
Si 1.361 12.294 12.271 -0.015 -0.053 -0.019
Si 4.089 15.029 12.271 -0.031 -0.054 -0.009
Si 6.815 1.365 12.283 0.036 -0.002 -0.014
Si 9.534 4.091 12.29 0.028 -0.038 -0.008
Si 6.834 6.802 12.328 -0.03 -0.024 0.005
Si 9.538 9.547 12.307 0.003 -0.033 -0.001
Si 6.825 12.29 12.313 0.011 -0.001 0.015
Si 9.549 15.023 12.31 0.004 0.011 0.004
Si 12.273 1.358 12.322 0.066 -0.009 0.015
Si 15.01 4.078 12.331 0.013 0.002 0.005
Si 12.264 6.83 12.295 -0.001 -0.01 -0.008
Si 15.002 9.56 12.29 0.024 -0.037 -0.021
Si 12.278 12.277 12.293 -0.024 -0.045 -0.002
Si 15.03 15.018 12.297 0.014 -0.01 0.005
Si 16.397 2.703 13.675 0.005 -0.049 0.007
Si 2.738 16.383 13.671 0.035 -0.025 0.002
Si 16.344 8.188 13.657 -0.03 0.058 0.01
Si 2.731 5.427 13.691 0.014 -0.003 0.003
Si 0.003 13.658 13.65 0.007 -0.005 0.017
Si 2.697 10.935 13.66 -0.088 0.101 -0.004
Si 5.477 2.723 13.692 -0.042 0.024 0.011
Si 8.157 16.401 13.653 -0.031 0.025 -0.023
Si 5.463 8.166 13.703 -0.014 -0.008 -0.005
Si 8.172 5.42 13.708 -0.003 0.04 0.019
Si 5.436 13.674 13.647 -0.02 -0.02 -0.021
Si 8.161 10.902 13.686 0.015 0 0.004
Si 10.877 2.734 13.672 -0.079 0.097 -0.011
Si 13.643 16.368 13.664 -0.045 0.065 -0.002
Si 10.877 8.175 13.675 0.032 0.023 0.01
Si 13.6 5.452 13.665 0.039 0.004 0.005
Si 10.901 13.63 13.661 0.051 -0.029 0.013
Si 13.606 10.901 13.665 0.013 0.062 0.024
Si 1.347 4.07 15.057 -0.022 0.062 0.06
Si 4.103 1.355 15.034 -0.082 0.018 0.01
Si 1.303 9.566 15.005 -0.01 -0.09 -0.017
Si 4.103 6.778 15.066 -0.043 -0.02 0.065
Si 1.362 15.026 15.042 -0.015 -0.004 0.031
Si 4.041 12.342 15.013 0.048 -0.021 -0.035
Si 6.822 4.06 15.124 -0.018 -0.026 0.078
Si 9.489 1.376 15.028 0.042 -0.035 0.021
Si 6.791 9.556 15.085 -0.005 0.045 0.028
Si 9.511 6.818 15.062 -0.039 0.007 0.024
Si 6.764 15.065 15.015 0.058 -0.019 0.014
Si 9.507 12.291 15.04 0.031 0.01 0.019
Si 12.204 4.126 15.05 0.064 -0.048 0.015
Si 15.024 1.324 15.021 0.032 0.011 0
Si 12.189 9.572 15.053 -0.08 -0.046 0.003
Si 14.924 6.856 15.02 0.001 -0.046 0.018
Si 12.256 15.002 15.022 0.034 -0.037 -0.023
Si 14.984 12.304 14.968 -0.005 -0.055 -0.021
Si 16.371 16.351 16.423 -0.002 0.016 -0.048
Si 2.722 2.671 16.416 0.241 -0.1 0.024
Si 16.321 5.489 16.327 -0.04 -0.083 0.142
Si 2.671 8.169 16.332 -0.064 0.072 0.008
Si 16.298 10.936 16.334 -0.031 0.166 0.069
Si 2.759 13.731 16.45 -0.086 -0.056 0.129
Si 5.463 0.042 16.451 -0.108 -0.117 0.099
Si 8.161 2.659 16.528 0.015 0.038 0.064
Si 5.452 5.428 16.512 -0.022 0.07 0.186
Si 8.155 8.175 16.462 0.048 -0.183 0.132
Si 5.346 10.947 16.368 0.01 0.016 -0.03
Si 8.101 13.676 16.343 -0.088 0.074 -0.013
Si 10.823 16.353 16.326 -0.001 0.125 0.063
Si 13.594 2.69 16.3 -0.03 0.095 0.076
Si 10.829 5.479 16.487 -0.094 0.049 -0.018
Si 13.474 8.16 16.421 0.097 0.092 -0.033
Si 10.818 10.934 16.466 0.026 -0.072 0.135
Si 13.653 13.649 16.375 -0.086 0.021 0.025
Si 1.349 1.303 17.777 -0.027 0.007 -0.046
Si 4.116 3.948 17.854 -0.091 -0.179 -0.19
Si 1.268 6.866 17.703 0.003 -0.03 -0.178
Si 3.989 9.543 17.704 0.029 -0.163 -0.018
Si 1.317 12.29 17.662 -0.049 -0.046 -0.18
Si 4.09 15.194 17.906 0.001 0.21 -0.004
Si 6.835 1.251 17.974 -0.041 0.153 0.123
Si 9.563 4.019 17.872 -0.026 0.07 -0.024
Si 6.856 6.806 17.919 -0.011 0.153 0.016
Si 9.404 9.593 17.909 0.051 0.088 0.071
Si 6.64 12.407 17.679 0.084 0 -0.17
Si 9.384 15.077 17.725 0.062 -0.134 -0.017
Si 12.28 1.237 17.63 0.073 -0.043 -0.263
Si 14.868 4.148 17.639 -0.037 0.108 -0.327
Si 12.034 6.955 17.917 0.013 0.03 0.116
Si 14.816 9.622 17.663 -0.177 0.046 0.031
Si 12.237 12.347 17.749 0.081 0.091 -0.093
Si 15.038 14.947 17.799 0.116 -0.125 -0.009
Si 16.251 2.72 18.869 -0.009 0.035 0.187
Si 2.687 0.147 19.39 -0.124 0.026 0.247
Si 16.193 8.29 18.946 0.228 -0.072 0.213
Si 2.587 5.345 18.974 -0.003 0 0.116
Si 0.107 13.619 19.149 -0.019 -0.026 0.214
Si 2.57 10.872 19.022 -0.15 0.005 0.328
Si 5.534 2.63 19.413 -0.092 0.257 0.072
Si 8.12 16.22 19.415 0.038 0.013 0.252
Si 5.368 8.315 19.172 0.108 0.01 0.108
Si 8.247 5.343 19.338 -0.063 -0.013 0.134
Si 5.442 13.757 19.207 -0.024 0.077 0.253
Si 7.849 11.028 19.07 -0.243 0.071 0.178
Si 10.994 2.543 19.039 -0.063 0.007 0.222
Si 13.565 16.261 19.053 -0.088 0.083 0.213
Si 10.771 8.434 19.524 -0.328 -0.004 0.528
Si 13.446 5.475 19.061 0.007 -0.151 0.222
Si 10.762 13.716 18.993 0.059 0.058 0.096
Si 13.539 10.999 19.175 -0.018 0.246 0.345
Si 0.736 4.414 20.197 0.108 -0.026 0.153
Si 3.866 1.825 20.891 0.24 -0.447 -0.346
Si 1 9.669 20.395 -0.007 0.038 -0.183
Si 4.325 6.416 20.1 -0.139 0.088 0.003
Si 1.701 14.686 20.625 0.158 -0.2 -0.129
Si 3.841 12.416 20.231 -0.172 0.067 0.167
Si 6.657 4.245 20.839 0.232 -0.223 0.015
Si 9.88 1.017 20.449 0.127 0.026 0.026
Si 6.059 10.292 20.552 -0.106 -0.156 -0.137
Si 9.212 6.969 20.726 0.373 0.029 -0.218
Si 7.027 14.517 20.967 -0.118 -0.105 0.027
Si 9.228 12.459 20.248 -0.068 -0.055 0.109
Si 12.613 3.639 20.339 0.095 0.035 0.361
Si 14.808 1.464 20.19 0.085 0.023 0.193
Si 11.699 10.652 20.859 0.206 -0.085 -0.776
Si 14.939 6.823 20.25 -0.161 -0.124 0.196
Si 11.964 15.139 20.425 -0.052 -0.087 0.11
Si 15.356 11.997 20.417 0.05 -0.099 0.033
Si 1.495 1.184 24.88 -0.108 0.01 0.252
Si 3.727 3.908 23.175 -0.211 -0.156 0.289
Si 0.035 0.041 22.61 -0.08 0.113 -0.116
Si 1.523 7.827 22.95 -0.037 0.021 0.127
Si 13.266 12.915 22.358 0.127 0.277 0.09
Si 9.07 15.675 24.862 0.126 0.012 0.188
Si 7.424 4.049 24.059 0.069 0.094 0.113
Si 4.196 6.824 22.952 -0.076 0.073 0.209
Si 4.523 13.124 26.153 -0.039 -0.111 0.036
Si 6.975 8.353 22.445 0.165 -0.062 0.262
Si 6.117 15.068 24.113 0.122 0.013 0.259
Si 9.573 1.909 23.286 0.169 -0.005 0.381
Si 10.839 6.415 23.418 0.056 -0.061 0.422
Si 11.989 3.663 23.379 0.15 -0.034 0.243
Si 14.075 9.437 25.466 0.162 0.091 0.29
Si 12.291 8.998 28.1 -0.012 0.003 -0.058
Si 13.187 12.264 25.266 0.042 -0.11 0.298
Si 15.598 13.279 26.94 0.079 0 0.059
Si 4.262 1.051 23.794 -0.092 0.014 0.323
Si 2.416 5.085 30.947 -0.178 -0.012 -0.319
Si 5.184 9.901 30.139 0.041 0.007 -0.059
Si 0.676 9.173 25.388 -0.072 0.114 0.194
Si 2.07 12.615 27.745 -0.116 0.035 0.128
Si 2.907 2.346 31.171 -0.21 -0.126 -0.258
Si 9.126 13.111 28.595 0.001 0.039 -0.051
Si 7.248 6.84 27.503 0.013 0.023 -0.071
Si 8.405 7.082 24.679 0.111 -0.116 0.212
Si 3.298 10.495 26.338 -0.036 -0.147 0.02
Si 6.121 12.56 28.814 -0.02 0.022 -0.028
Si 6.615 3.83 27.112 0.021 0.033 -0.044
Si 10.687 2.984 30.633 0.006 0.192 -0.137
Si 10.866 16.327 27.141 0.014 0.062 -0.058
Si 0.932 9.579 31.354 -0.091 0.067 -0.33
Si 15.641 15.724 25.344 0.064 0.136 0.156
Si 14.639 13.566 29.748 0.189 -0.058 -0.15
Si 13.645 0.884 27.041 0.011 -0.017 -0.051
Si 11.086 6.072 31.191 -0.059 0.107 -0.208
Si 8.08 2.437 29.34 0.013 -0.058 -0.145
Si 13.63 14.853 32.271 0.094 -0.055 -0.094
Si 13.72 7.3 23.168 0.089 -0.278 0.132
Si 0.846 4.724 23.128 -0.157 0.02 0.26
Si 7.321 11.359 33.156 -0.232 0.097 -0.027
Si 8.62 6.629 32.652 0.12 -0.007 -0.316
Si 6.927 4.171 31.77 0.076 0.079 -0.274
Si 14.53 4.55 24.598 -0.12 -0.055 0.148
Si 8.07 9.159 31.139 -0.063 0.103 -0.103
Si 4.305 8.063 27.857 -0.039 0.083 0
Si 14.845 3.538 27.325 -0.052 0.215 0.019
Si 9.712 7.961 29.117 0.085 0.009 -0.07
Si 13.663 7.534 30.53 0.023 -0.129 -0.12
Si 10.637 13.656 26.104 0.022 0.026 -0.067
Si 1.12 12.653 30.616 -0.056 -0.03 -0.096
Si 13.833 1.426 32.595 0.363 -0.136 0.045
Si 3.829 3.62 28.769 0.046 0.047 -0.007
Si 3.73 8.842 32.487 -0.103 0.101 -0.323
Si 1.43 3.666 26.816 -0.035 0.123 0.069
Si 1.997 0.437 33.05 -0.209 0.018 -0.095
Si 2.896 14.087 32.79 0.058 -0.004 -0.189
Si 4.736 5.965 32.581 0.034 -0.081 -0.304
Si 9.333 16.077 29.688 -0.037 -0.099 -0.263
Si 0.207 7.053 29.891 0.042 0.114 -0.102
Si 5.294 1.989 33.058 -0.097 -0.153 -0.235
Si 6.835 16.03 32.924 -0.17 -0.165 -0.206
Si 5.804 13.507 31.563 -0.234 0.1 -0.092
Si 1.563 6.677 27.174 -0.012 -0.033 0.078
Si 13.582 2.193 29.658 0.121 0.103 -0.163
Si 12.466 11.91 32.626 0.108 0.018 -0.096
Si 14.495 9.604 32.7 0.13 -0.175 -0.274
Si 9.797 0.555 32.429 0.169 0.042 -0.256
Si 11.921 11.791 29.658 0.002 0.041 -0.158
O 0.737 15.909 33.468 0.308 -0.392 -0.059
O 13.027 16.39 32.374 -0.243 0.181 0.138
O 2.109 1.681 34.11 0.318 0.364 -0.165
O 2.009 1.026 31.508 0.03 -0.032 0.187
O 15.525 6.547 34.835 -0.077 0.145 0.293
O 0.972 4.091 34.912 0.05 0.071 0.07
O 1.219 6.159 30.796 -0.111 -0.15 0.303
O 3.59 8.907 34.114 -0.035 -0.256 0.012
O 15.796 12.268 35.302 -0.14 0.178 0.582
O 1.345 9.999 35.026 0.297 -0.324 0.308
O 2.45 13.513 34.245 0.066 -0.176 0.381
O 3.166 15.698 33.013 0.189 0.337 0.24
O 6.476 15.705 34.499 0.14 0.184 0.183
O 5.034 1.574 34.634 0.045 -0.137 -0.102
O 9.256 1.914 35.11 0.053 -0.364 0.118
O 7.207 4.005 35.304 -0.465 0.137 0.22
O 3.953 2.598 32.399 -0.046 0.05 0.341
O 5.256 5.659 34.098 0.212 -0.339 0.277
O 8.169 5.073 32.346 0.103 -0.141 0.055
O 8.152 7.349 34.037 -0.315 0.098 0.088
O 6.361 10.63 34.281 -0.135 -0.218 0.086
O 4.4 12.207 35.152 -0.081 0.216 0.308
O 6.821 14.656 32.094 0.307 0.086 0.106
O 8.18 12.55 33.904 0.509 0.42 0.268
O 10.673 0.189 33.762 0.076 -0.208 0.126
O 10.001 15.915 31.174 0.03 -0.24 0.053
O 13.076 2.527 33.546 -0.087 0.357 0.356
O 12.01 2.35 29.967 -0.123 -0.162 0.064
O 9.988 6.303 35.328 -0.15 0.677 0.123
O 11.925 4.345 34.934 0.354 -0.091 0.319
O 14.145 8.73 34.043 -0.042 -0.159 0.027
O 13.893 11.121 32.808 0.277 0.035 0.302
O 9.942 12.304 0.296 0.192 -0.108 -0.281
O 11.491 11.455 33.85 -0.13 -0.243 0.089
O 14.781 14.774 33.435 -0.063 -0.024 0.147
O 15.19 14.1 28.303 0.247 0.011 0.21
O 3.008 0.579 24.741 -0.013 0.109 0.052
O 0.789 3.866 21.748 -0.169 -0.387 -0.128
O 9.258 0.355 23.673 -0.161 -0.044 -0.102
O 3.56 3.33 21.624 0.216 -0.184 -0.095
O 1.617 8.646 21.531 0.193 -0.168 0.044
O 16.393 10.826 21.057 -0.065 0.325 -0.658
O 3.499 6.723 21.486 -0.113 0.335 0.171
O 4.175 9.161 26.65 0.192 -0.173 -0.344
O 16.048 14.205 25.694 0.109 -0.12 -0.261
O 0.99 15.246 22.019 0.174 -0.077 0.041
O 4.85 11.357 21.081 0.493 -0.18 -0.44
O 2.81 13.475 21.101 0.159 0.264 -0.343
O 5.554 5.458 20.696 -0.415 0.55 -0.397
O 1.479 2.637 25.575 -0.299 0.096 -0.303
O 9.305 1.991 21.681 0.012 -0.317 -0.488
O 8.644 2.963 24.102 -0.045 0.061 0.024
O 6.679 9.886 22.026 -0.139 0.286 -0.005
O 5.587 7.64 22.915 0.039 -0.064 -0.131
O 9.893 6.305 22.092 -0.01 0.197 -0.195
O 7.764 7.684 21.171 0.141 -0.098 -0.125
O 6.333 14.73 22.505 0.078 -0.057 -0.573
O 7.554 15.098 24.89 -0.114 -0.019 -0.108
O 10.075 14.374 24.733 0.051 -0.166 0.134
O 10.18 11.351 21.058 0.426 -0.185 -0.281
O 11.257 4.964 24.048 0.126 -0.012 0.159
O 12.01 4.098 21.804 0.05 0.168 -0.062
O 13.816 2.603 20.876 -0.059 0.08 -0.539
O 14.31 16.045 26.234 -0.027 -0.06 -0.014
O 12.107 7.328 22.974 0.079 0.379 -0.003
O 12.5 11.486 22.081 -0.388 -0.414 0.111
O 16.056 5.635 20.423 0.467 -0.019 -0.17
O 14.448 7.465 21.719 0.014 -0.085 -0.311
O 12.527 14.214 21.678 0.238 -0.226 -0.028
O 10.993 16.327 21.106 -0.029 0.066 -0.231
O 13.397 13.215 23.967 0.145 0.366 -0.313
O 14.776 12.789 21.747 -0.013 0.407 0.111
O 0.918 1.219 23.342 0.24 -0.171 -0.079
O 0.532 12.387 27.211 -0.136 -0.079 0.01
O 4.124 0.78 22.174 -0.371 0.023 -0.05
O 4.404 2.673 24.015 0.152 0.125 0.018
O 15.078 6.745 30.343 -0.07 -0.06 0.253
O 15.396 15.866 23.737 -0.155 0.102 -0.199
O 0.545 8.796 23.819 -0.166 -0.052 -0.298
O 3.428 4.975 29.635 -0.084 -0.084 0.254
O 13.372 10.733 24.807 -0.1 0.049 -0.294
O 10.739 8.475 27.944 0.046 -0.202 0.191
O 5.544 0.193 24.284 0.069 -0.015 -0.019
O 0.526 0.234 25.782 -0.067 0.149 -0.057
O 6.805 3.892 22.516 -0.038 0.127 -0.684
O 6.581 3.708 25.463 -0.091 -0.153 0.007
O 2.991 7.64 23.723 0.011 -0.137 -0.173
O 4.56 5.3 23.462 -0.07 -0.062 -0.253
O 13.09 7.983 29.084 -0.041 -0.168 0.086
O 7.972 8.306 23.706 -0.222 -0.004 -0.084
O 4.242 11.6 25.571 0.233 0.127 -0.088
O 1.927 10.214 25.496 0.035 0.12 -0.212
O 5.095 14.051 24.924 0.069 0.002 -0.091
O 9.493 0.053 26.253 -0.132 0.192 0.143
O 8.28 13.425 21.258 -0.008 -0.052 -0.423
O 11.129 2.298 23.63 -0.202 0.006 -0.33
O 13.452 3.427 24.079 -0.132 -0.153 -0.35
O 15.603 0.696 21.401 0.259 -0.213 -0.189
O 12.048 0.947 26.684 -0.073 -0.063 0.217
O 7.9 5.606 24.184 -0.078 -0.02 -0.219
O 14.156 8.402 24.242 0.278 -0.126 -0.204
O 10.037 7.113 24.668 0.003 -0.217 -0.098
O 13.127 8.959 26.704 0.153 0.06 0.079
O 7.76 7.449 26.098 0.209 -0.07 -0.138
O 14.259 12.478 26.48 -0.015 -0.104 -0.269
O 10.504 12.51 29.243 0.05 -0.088 -0.019
O 14.095 3.514 28.79 -0.001 -0.165 -0.147
O 14.485 4.73 26.243 0.058 -0.084 0.048
O 3.854 2.345 29.822 -0.108 -0.089 0.181
O 16.052 4.222 24.126 0.322 -0.174 0.071
O 0.472 8.664 30.064 0.021 0.083 0.096
O 2.182 8.764 31.987 0.074 -0.114 -0.012
O 4.457 10.04 31.613 -0.202 0.027 0.125
O 0.814 6.344 22.879 -0.013 0.034 0.077
O 15.633 9.732 25.934 0.04 0.135 -0.265
O 1.686 13.63 31.789 0.104 0.162 -0.006
O 3.058 13.585 26.823 0.202 0.039 -0.203
O 1.051 7.808 26.165 -0.167 -0.074 -0.03
O 0.031 3.53 27.637 0.03 -0.162 -0.006
O 2.27 4.301 23.77 0.166 -0.134 0.151
O 5.14 3.821 27.83 -0.129 0.137 0.027
O 7.474 2.626 27.83 0.019 -0.045 -0.07
O 9.407 9.2 30.17 -0.1 0.283 0.242
O 5.695 7.245 27.715 0.092 0.074 -0.188
O 12.647 6.508 31.279 0.001 -0.219 -0.057
O 7.906 7.594 31.555 -0.065 -0.142 -0.008
O 5.661 13.086 27.339 -0.138 -0.156 0.013
O 6.738 9.479 30.282 0.22 0.055 -0.251
O 5.244 11.248 29.224 -0.253 0.046 -0.151
O 9.36 13.132 26.974 -0.055 0.132 -0.03
O 10.502 0.217 28.688 0.113 0.12 0.053
O 8.14 0.821 29.689 -0.156 0.004 0.003
O 14.417 2.2 26.496 0.146 0.015 -0.235
O 2.778 11.14 27.755 0.039 -0.07 0.157
O 7.365 5.224 27.509 -0.129 -0.173 0.23
O 8.262 7.473 28.585 0.078 -0.013 0.153
O 1.412 11.069 30.904 0.151 -0.03 0.003
O 13.807 8.881 31.418 0.106 0.268 0.144
O 15.893 12.752 30.433 -0.13 -0.351 0.285
O 11.433 14.794 26.988 0.314 -0.217 0.006
O 14.257 14.78 30.762 0.038 0.131 0.105
O 1.936 13.14 29.28 0.266 0.309 0.093
O 10.417 6.673 29.83 0.138 -0.258 -0.088
O 13.829 0.88 28.682 0.13 -0.257 0.037
O 4.687 7.549 32.218 0.315 -0.086 0.099
O 16.103 9.682 32.423 -0.034 -0.096 0.235
O 15.164 1.081 33.48 -0.168 0.305 -0.359
O 1.619 5.24 26.403 0.067 -0.064 -0.258
O 12.671 13.553 32.575 -0.343 0.116 0.078
O 14.288 2.026 31.129 -0.162 0.116 0.231
O 3.033 7.054 27.763 0.123 0.008 0.186
O 14.122 5.903 23.851 -0.203 0.06 0.072
O 5.711 5.224 31.492 0.044 -0.094 0.287
O 2.624 3.217 27.783 0.057 0.023 -0.049
O 5.74 13.683 29.942 -0.184 -0.064 -0.061
O 6.472 12.076 31.955 0.307 -0.416 0.077
O 1.813 3.57 31.11 0.025 0.057 0.02
O 3.212 5.446 32.322 0.076 0.164 0.159
O 7.195 3.324 30.396 -0.31 0.175 0.173
O 6.473 3.091 32.9 0.223 -0.197 0.458
O 8.219 10.206 32.4 -0.072 0.01 0.189
O 4.322 13.55 32.221 0.093 0.019 0.084
O 11.656 12.44 25.809 0.006 0.038 0.132
O 4.309 8.791 29.314 -0.189 0.101 0.033
O 9.587 3.05 29.431 0.008 0.173 -0.045
O 5.712 0.62 32.28 0.096 -0.085 0.068
O 10.134 2.063 31.87 0.154 -0.202 0.227
O 8.822 14.617 29.177 -0.252 0.018 0.33
O 12.212 10.503 28.711 0.059 0.164 -0.118
O 10.249 6.663 32.466 0.063 0.02 0.444
O 11.021 4.46 31.189 0.006 -0.226 -0.055
O 0.442 6.604 28.352 -0.225 -0.265 -0.072
O 8.242 0.403 32.857 -0.097 0.348 0.009
O 7.744 12.265 28.843 0.134 -0.029 0.107
O 11.766 11.42 31.238 0.103 0.097 0.22
O 13.271 12.711 29.508 -0.078 0.104 -0.14
Si 16.38 16.391 5.437 0.055 0.015 -0.098
Si 2.701 2.724 5.436 0.016 -0.051 -0.067
Si 0.104 5.41 5.498 -0.035 0.06 -0.021
Si 2.856 8.103 5.498 -0.024 0.056 0.018
Si 0.11 10.845 5.545 -0.159 -0.01 0.07
Si 2.779 13.652 5.492 -0.022 -0.036 -0.091
Si 5.496 16.381 5.481 -0.04 0.002 -0.048
Si 8.238 2.666 5.463 -0.071 -0.047 -0.003
Si 5.495 5.423 5.513 0.015 0.03 -0.001
Si 8.296 8.184 5.465 0.047 0.06 0.013
Si 5.62 10.895 5.469 0.083 0.086 0.026
Si 8.334 13.581 5.41 -0.006 -0.025 -0.024
Si 11.065 16.329 5.461 0.033 0.067 -0.033
Si 13.707 2.715 5.539 -0.042 -0.009 -0.01
Si 10.998 5.454 5.484 -0.029 -0.04 0.004
Si 13.765 8.144 5.468 0.007 0.004 -0.05
Si 11.019 10.938 5.431 0.014 0.044 0.014
Si 13.747 13.646 5.398 -0.013 -0.022 -0.033
Si 1.351 1.352 6.818 -0.054 0.056 -0.025
Si 4.091 4.06 6.838 0.003 0.033 -0.01
Si 1.444 6.785 6.87 0.046 -0.034 0.012
Si 4.201 9.532 6.826 -0.028 -0.019 -0.036
Si 1.438 12.268 6.869 -0.003 -0.037 -0.008
Si 4.134 15.021 6.853 -0.012 0.021 0.016
Si 6.863 1.333 6.847 0.03 0.002 0.018
Si 9.598 4.069 6.814 0 0.048 0.015
Si 6.889 6.819 6.827 0.057 -0.074 -0.011
Si 9.633 9.583 6.82 -0.077 0.003 -0.011
Si 6.95 12.272 6.835 0.037 -0.114 0.012
Si 9.655 14.972 6.802 0.059 -0.058 0.014
Si 12.341 1.332 6.867 -0.068 0.045 0.018
Si 15.103 4.075 6.866 0.05 -0.077 -0.004
Si 12.368 6.812 6.846 0.006 -0.033 0.014
Si 15.091 9.509 6.87 0.101 -0.021 0.04
Si 12.365 12.307 6.806 -0.013 -0.029 -0.045
Si 15.063 15.005 6.825 0.012 -0.033 -0.044
Si 0.025 2.7 8.239 0.002 0.014 0.016
Si 2.737 16.393 8.186 0.033 0.006 -0.016
Si 0.051 8.146 8.231 -0.067 -0.009 -0.009
Si 2.768 5.419 8.25 -0.044 0.007 0.012
Si 0.028 13.638 8.193 -0.008 0.018 0.01
Si 2.805 10.885 8.205 -0.006 0.036 0.007
Si 5.478 2.704 8.193 0.016 0.011 -0.008
Si 8.251 16.345 8.169 -0.019 0.036 -0.005
Si 5.524 8.166 8.218 0.013 0.069 0.001
Si 8.231 5.435 8.188 -0.027 0.006 0
Si 5.526 13.633 8.181 -0.041 -0.018 -0.015
Si 8.258 10.901 8.225 0.026 0.072 0.024
Si 10.95 2.704 8.201 -0.002 -0.04 0.019
Si 13.7 16.362 8.219 0.005 0.01 0.005
Si 10.972 8.187 8.185 0.022 0.012 -0.022
Si 13.712 5.434 8.221 -0.029 0.032 -0.02
Si 10.985 13.629 8.21 -0.045 -0.007 -0.001
Si 13.698 10.91 8.186 0.05 0.036 -0.025
Si 1.38 4.07 9.61 0.017 -0.009 0.003
Si 4.102 1.351 9.558 -0.015 -0.004 0.001
Si 1.405 9.539 9.58 0.001 -0.025 0.005
Si 4.131 6.813 9.589 0.006 -0.03 0
Si 1.374 15.024 9.556 -0.014 -0.023 -0.007
Si 4.147 12.276 9.561 0.009 -0.053 0.004
Si 6.839 4.085 9.552 0.001 0.003 0.008
Si 9.575 1.335 9.558 0.005 0.02 0
Si 6.865 9.545 9.586 -0.013 -0.04 0.003
Si 9.583 6.821 9.548 0.003 -0.025 -0.001
Si 6.864 15.012 9.557 0.025 -0.023 0.003
Si 9.597 12.284 9.581 0.007 -0.041 0.004
Si 12.309 4.078 9.572 0.018 -0.014 0.001
Si 15.043 1.342 9.591 0.022 -0.012 -0.001
Si 12.314 9.558 9.56 -0.031 -0.015 -0.013
Si 15.059 6.803 9.597 0.047 -0.023 0.009
Si 12.319 15.012 9.585 0.009 0.006 -0.004
Si 15.05 12.281 9.558 0.002 -0.028 -0.013

Results
total energy: -115452.028 eV
total energy less fixed offsets of O -438.35, Si -107.03 eV per atom: 14.312 eV
